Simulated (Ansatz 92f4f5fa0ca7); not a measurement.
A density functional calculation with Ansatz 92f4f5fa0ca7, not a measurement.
Periodic cell of 223 atoms, Si133O90, from a study of silicon, its oxide and their interface. The atomic structure is a simulated model.
Doubt: the cutoff is far below the 930 eV that the study's wrapper takes by default for these files, so forces and energies are approximate.
This geometry differs little from another in the collection (a relaxation step or a small displacement).

Settings: functional PBE; potential files Ansatz PAW; basis plane waves; wave-function cutoff 580 eV; density cutoff ratio 5; exchange-correlation grid ratio 1; k mesh 1 x 1 x 1, Gamma-centred; self-consistency stop 5e-08 eV per atom in the density residual; occupations fixed; spin none; net charge 0.

Cell vectors (angstrom)
a  10.938  0  0
b  0  10.938  0
c  0  0  32.1617

Atoms: element, x, y, z (angstrom)
Si  0.1442  -0.2562  24.8069
Si  5.2477  0.0765  24.8241
Si  3.1368  2.4481  24.6851
Si  7.8523  2.9227  24.6243
Si  -0.305  5.5642  24.4877
Si  5.8262  5.3851  24.5085
Si  2.3281  8.4202  24.7288
Si  8.5752  7.9348  24.8877
Si  1.3992  1.3928  25.9496
Si  6.8114  1.3387  26.0432
Si  4.1927  4.18  25.8783
Si  9.5216  4.0308  25.9113
Si  1.2838  6.7146  25.9388
Si  6.8925  6.8059  26.0504
Si  4.0105  9.4748  26.0505
Si  9.6564  9.5108  26.2146
Si  2.7167  0.0053  27.3882
Si  8.2121  -0.0046  27.4027
Si  0.0028  2.7323  27.3251
Si  5.4623  2.7674  27.369
Si  2.7558  5.4474  27.309
Si  8.2398  5.419  27.3863
Si  0.0705  8.1066  27.4531
Si  5.4732  8.1739  27.3737
Si  4.1018  1.3673  28.7435
Si  9.5708  1.3673  28.7435
Si  1.3673  4.1018  28.7435
Si  6.8362  4.1018  28.7435
Si  4.1018  6.8362  28.7435
Si  9.5708  6.8362  28.7435
Si  1.3673  9.5708  28.7435
Si  6.8362  9.5708  28.7435
Si  0  0  30.1107
Si  5.469  0  30.1107
Si  2.7345  2.7345  30.1107
Si  8.2035  2.7345  30.1107
Si  0  5.469  30.1107
Si  5.469  5.469  30.1107
Si  2.7345  8.2035  30.1107
Si  8.2035  8.2035  30.1107
Si  1.3673  1.3673  31.478
Si  6.8362  1.3673  31.478
Si  4.1018  4.1018  31.478
Si  9.5708  4.1018  31.478
Si  1.3673  6.8362  31.478
Si  6.8362  6.8362  31.478
Si  4.1018  9.5708  31.478
Si  9.5708  9.5708  31.478
Si  2.7345  0  0.6835
Si  8.2035  0  0.6835
Si  0  2.7345  0.6835
Si  5.469  2.7345  0.6835
Si  2.7345  5.469  0.6835
Si  8.2035  5.469  0.6835
Si  0  8.2035  0.6835
Si  5.469  8.2035  0.6835
Si  4.1018  1.3673  2.0507
Si  9.5708  1.3673  2.0507
Si  1.3673  4.1018  2.0507
Si  6.8362  4.1018  2.0507
Si  4.1018  6.8362  2.0507
Si  9.5708  6.8362  2.0507
Si  1.3673  9.5708  2.0507
Si  6.8362  9.5708  2.0507
Si  0  0  3.418
Si  5.469  0  3.418
Si  2.7345  2.7345  3.418
Si  8.2035  2.7345  3.418
Si  0  5.469  3.418
Si  5.469  5.469  3.418
Si  2.7345  8.2035  3.418
Si  8.2035  8.2035  3.418
Si  1.3162  1.4895  4.9241
Si  6.8392  1.3572  4.8556
Si  4.0858  4.1089  4.7169
Si  9.5313  4.0914  4.7823
Si  1.446  6.8031  4.7803
Si  6.7845  6.8609  4.718
Si  4.0658  9.6287  4.8768
Si  9.5668  9.6067  4.6625
Si  2.717  0.1684  6.3597
Si  8.2612  -0.1194  6.1562
Si  -0.0683  2.9678  6.3975
Si  5.3995  2.7682  6.1625
Si  2.5043  5.1175  6.0731
Si  8.1104  5.4565  6.0449
Si  0.018  8.328  5.9725
Si  5.3985  8.1013  6.1594
Si  3.9996  1.6989  7.7733
Si  9.6949  1.1943  7.5804
Si  -0.1279  4.5565  8.2534
Si  6.548  4.3369  7.4579
Si  4.1532  6.3225  7.2257
Si  9.4628  7.0002  7.1309
Si  1.0823  9.8256  7.5079
Si  7.2188  9.0731  7.394
O  9.5767  6.8076  24.1914
O  4.1813  1.2242  24.3387
O  8.3777  7.9983  7.9106
O  3.1824  2.6521  8.8787
O  6.8359  4.1299  24.1019
O  2.8594  7.7317  23.3408
O  5.3931  5.4293  7.8955
O  0.1385  0.1321  8.5283
O  7.0921  3.6834  8.8841
O  6.7359  9.7699  8.8004
O  10.5358  6.1671  8.0761
O  1.5363  8.8699  8.7676
O  5.0599  0.8908  8.7654
O  1.2964  4.5092  9.0436
O  8.8234  1.6581  8.9081
O  3.3385  6.8944  8.5392
O  7.992  8.7841  23.6353
O  8.3438  2.1942  23.2291
O  5.5022  6.2779  23.1339
O  2.8375  2.9945  23.1584
O  12.1943  -1.3485  24.2483
O  0.0648  4.8877  23.001
O  4.0629  7.401  21.1096
O  10.9996  21.0563  20.7243
Si  5.413  4.8632  16.6363
Si  0.5724  8.7768  19.9916
Si  6.074  9.3355  12.0792
Si  13.3893  4.8957  12.626
Si  8.6901  3.0031  12.7707
Si  9.9125  0.0486  12.6839
Si  2.0456  3.3264  9.8419
Si  2.6142  -3.7225  21.8216
Si  17.7344  7.0493  15.4439
Si  7.114  11.1379  18.5763
Si  8.4311  3.1065  9.6062
Si  3.5067  13.1189  13.9676
Si  5.8476  0.4917  14.2765
Si  7.0085  5.9832  19.189
Si  0.8312  4.787  21.5345
Si  13.7041  -0.9665  18.1493
Si  3.3618  2.8363  17.0179
Si  5.3078  10.3266  9.3088
Si  9.5444  6.5706  16.4469
Si  16.5002  7.0569  21.6767
Si  9.8311  4.8082  18.998
Si  1.9053  -0.3213  12.6627
Si  5.2381  20.5423  16.5132
Si  8.4725  8.138  12.8754
Si  11.4569  0.5508  10.2074
Si  7.025  9.6039  22.6503
Si  11.3446  11.6859  20.8106
Si  -0.5922  -5.2191  13.454
Si  4.461  1.179  19.5192
Si  2.9886  8.2891  9.2416
Si  1.0308  1.3528  17.7485
Si  3.406  7.9148  12.3618
Si  2.5342  2.3219  21.7075
Si  7.3409  2.7469  15.3223
Si  8.8422  8.458  18.5099
Si  9.0667  0.9186  22.5282
Si  9.2799  2.2277  17.466
O  6.2059  8.338  16.2279
O  5.0416  1.7421  13.5802
O  13.1328  5.6566  21.7183
O  6.53  10.4657  13.1617
O  2.5406  9.1523  13.068
O  1.665  0.937  21.8495
O  2.965  8.0127  10.8153
O  3.5781  -0.1994  19.3533
O  10.3298  -4.7254  15.0418
O  9.6056  -3.9755  12.6215
O  3.8602  4.3897  16.8592
O  8.241  9.9545  18.8184
O  9.4344  8.1525  16.9711
O  14.3764  2.0586  15.5852
O  7.5031  7.6093  14.0886
O  11.8831  5.4211  12.9981
O  4.9695  8.2741  12.6418
O  6.2463  6.0417  20.6162
O  9.9623  14.1936  18.5285
O  5.5532  5.9733  15.4206
O  7.5936  7.4563  18.8087
O  1.6353  8.9737  18.7626
O  12.3736  3.3492  21.0598
O  8.1969  2.9595  11.2126
O  10.1138  -2.8349  19.4831
O  -0.1697  -5.7581  20.2877
O  6.0819  10.6028  17.4555
O  3.2683  6.3268  12.7688
O  6.0546  0.7634  19.7323
O  10.1986  5.719  17.6766
O  1.7408  -0.227  10.9915
O  8.2613  4.9738  19.3872
O  6.1907  14.4496  16.161
O  11.8288  1.2358  19.3528
O  7.4455  14.2308  13.7868
O  4.8821  10.4409  15.1559
O  9.6659  4.2778  13.0775
O  8.7646  2.9602  16.0992
O  7.9692  6.1779  16.1992
O  4.2787  2.0927  18.1629
O  4.0789  9.4062  8.7694
O  5.3654  -0.7086  10.9205
O  9.9572  12.4196  21.2756
O  1.7805  2.7773  17.4354
O  10.1244  0.2491  23.5723
O  6.3789  8.4865  21.6517
O  2.5761  4.1022  11.1822
O  -1.636  1.5052  13.1409
O  2.6576  11.9673  13.1737
O  -0.4368  23.0949  17.0504
O  7.9659  10.7667  21.9754
O  7.0057  1.1461  15.2225
O  1.9762  0.126  17.2165
O  9.6736  4.1156  9.3633
O  14.7742  9.1477  17.2234
O  0.4411  -0.1692  13.3481
O  10.0992  0.1837  11.0336
O  7.4023  -2.4845  11.6552
O  0.9288  2.1304  10.1783
O  3.8792  2.032  20.8067
O  16.7438  10.3297  23.4383
O  1.3538  7.9526  21.1318
O  5.9598  5.4487  18.0583
O  13.9941  3.7262  13.6226
O  7.9977  1.4871  18.1291
O  9.153  -1.3262  13.1354

Results
free energy: -135732.451 eV
free energy less fixed offsets of O -568.88, Si -635.61 eV per atom: 2.879 eV

Forces (eV/angstrom), in the order of the atoms: element, x, y, z
Si  -0.0019  -0.0004  0.0011
Si  -0.0007  -0.0013  -0.0005
Si  -0.0009  -0.0006  -0.001
Si  -0.0001  -0.0013  0
Si  -0.0006  -0.0016  0.0003
Si  -0.0006  0.0006  0.0004
Si  0  -0.0004  0.0001
Si  -0.0014  -0.0004  0.0026
Si  -0.0006  -0.0003  0.0002
Si  0.0002  -0.0005  0.0007
Si  -0.0007  -0.0006  0.0005
Si  -0.0005  -0.0005  0.0003
Si  -0.0007  -0.0012  0.0009
Si  0.0001  0.0001  0.0001
Si  -0.0007  -0.0006  0
Si  -0.0006  -0.0007  0.0002
Si  0.0001  0.0005  0.001
Si  0.0004  0.0005  0.0002
Si  0.0002  0.0003  0.0002
Si  -0.0001  0.0007  0.0005
Si  0.0007  0.0009  0.0007
Si  0  0.0008  0.0006
Si  -0.0004  0.0008  0.001
Si  0.0007  0.0006  0.0005
Si  -0.0553  0.1716  -0.0496
Si  0.1467  0.1332  -0.0663
Si  0.0757  0.0125  -0.4129
Si  0.0911  -0.106  0.1567
Si  -0.1127  -0.2015  -0.1626
Si  -0.0462  -0.3625  0.3918
Si  0.2159  -0.1205  0.3229
Si  -0.151  -0.0198  -0.0075
Si  -0.047  -0.051  -0.0109
Si  0.0033  -0.0026  -0.0214
Si  -0.0307  -0.0554  -0.0252
Si  -0.0335  0.05  0.0082
Si  -0.0961  0.0318  0.0212
Si  -0.0194  -0.0089  -0.0236
Si  0.0553  0.1318  0.014
Si  -0.0121  -0.0635  -0.03
Si  0.0345  0.0248  0.0075
Si  0.0259  -0.0325  -0.0228
Si  0.016  0.008  -0.0108
Si  0.0878  -0.0164  -0.0179
Si  0.03  -0.033  -0.0358
Si  -0.0224  0.0219  -0.0033
Si  -0.0118  -0.0607  -0.0158
Si  -0.0269  -0.0042  -0.0088
Si  0.0775  -0.1067  -0.0279
Si  -0.0294  0.0039  0.0309
Si  -0.1257  0.0692  0
Si  -0.0073  0.0113  0.0338
Si  -0.0442  0.0575  0.0226
Si  0.0484  -0.0399  -0.0367
Si  -0.054  0.0047  0.0198
Si  -0.036  0.0222  0.001
Si  -0.1573  -0.0671  0.0198
Si  0.0773  -0.0179  -0.0117
Si  0.0156  -0.0717  0.0279
Si  -0.0569  0.098  -0.0158
Si  0.1339  0.0339  0.0021
Si  -0.0594  -0.0625  -0.0075
Si  0.1706  0.096  0.0324
Si  0.0084  -0.1232  0.0052
Si  0.39  0.8723  -0.0802
Si  -0.0389  0.004  0.5095
Si  -0.1058  -0.1909  -0.0271
Si  -0.148  -0.3101  0.1259
Si  -0.0464  0.1663  0.2343
Si  -0.0265  -0.1277  -0.5789
Si  0.1453  0.3375  0.2154
Si  -0.1598  -0.0414  -0.531
Si  -0.0046  0.0034  -0.0081
Si  -0.0022  0.0021  -0.0022
Si  0.0177  -0.0245  -0.0184
Si  -0.0012  0.0005  0.0057
Si  -0.0057  -0.0066  0.0014
Si  0.0046  0.0032  0.0036
Si  0.0002  0.0035  0.0019
Si  0.0013  -0.0052  -0.0019
Si  0.0039  -0.0039  -0.0011
Si  -0.0052  -0.0048  0.0011
Si  -0.008  0.0007  0.0147
Si  -0.0049  0.0042  0.0012
Si  -0.0235  0.017  0.0171
Si  0.0051  -0.0061  0.0064
Si  -0.0023  -0.0018  0.0119
Si  -0.0045  -0.0007  -0.0071
Si  0.0029  0  0.0353
Si  0.0208  0.0117  0.0041
Si  0.1035  -0.0264  0.0597
Si  0.0078  -0.0007  -0.0046
Si  0.01  -0.0041  0.0201
Si  0.0124  -0.0089  -0.0136
Si  -0.0016  0.0061  0.0004
Si  -0.003  0.0044  0.0196
O  0  -0.0003  -0.0016
O  0.0001  -0.0006  0.0002
O  0.0018  0.0028  -0.0033
O  0.0084  -0.0122  -0.0104
O  0.0001  -0.0008  -0.0003
O  -0.0004  0.0001  0.0015
O  -0.018  0.0051  -0.0114
O  -0.0033  0.0006  -0.0051
O  0.0457  0.0049  0.0163
O  -0.0198  -0.0019  -0.0115
O  -0.0704  0.0062  0.0318
O  0.0029  -0.0028  0.0013
O  -0.0184  -0.0092  -0.006
O  -0.0129  -0.0074  -0.0729
O  0.0291  -0.0531  -0.0451
O  -0.0001  -0.0033  -0.0048
O  0.0001  -0.0002  -0.0002
O  -0.0008  0.001  0.0008
O  -0.0001  -0.0012  0.0024
O  0.0002  -0.0001  0.002
O  0.0003  -0.0006  -0.0009
O  -0.0007  0.0003  0.0024
O  -0.0004  0.0003  0.0002
O  -0.0011  0.0003  0.0002
Si  0  -0.0009  -0.0007
Si  -0.0015  -0.0009  -0.001
Si  0.002  -0.0032  0.0018
Si  -0.0053  -0.0035  -0.006
Si  -0.0015  0.0151  -0.0203
Si  -0.0029  -0.0027  -0.0034
Si  -0.02  0.0138  -0.0173
Si  -0.0009  0.0004  -0.0007
Si  -0.0002  -0.001  -0.0005
Si  -0.0004  -0.0003  -0.0004
Si  0.0593  0.1673  0.0391
Si  -0.0005  0.0018  -0.0018
Si  -0.0004  0.0003  0.0002
Si  -0.0011  -0.0003  -0.0011
Si  -0.0008  -0.0007  -0.0011
Si  -0.0006  -0.0002  0
Si  -0.0011  -0.0008  -0.0004
Si  0.0038  0.0044  -0.0082
Si  -0.0008  -0.0017  -0.0016
Si  -0.0009  0.0001  -0.0008
Si  -0.001  -0.0015  -0.0019
Si  -0.0003  -0.001  -0.0012
Si  -0.0003  -0.0007  -0.0001
Si  0.0002  -0.0043  -0.0018
Si  0.0025  0.0083  0.0005
Si  0.0004  0.0001  0.0001
Si  -0.0008  -0.0003  -0.0005
Si  -0.0034  -0.0057  -0.0057
Si  -0.0006  -0.0006  -0.0007
Si  -0.003  -0.0004  0.0046
Si  -0.0014  0.0001  0
Si  0  -0.0025  -0.002
Si  -0.0006  -0.001  -0.0007
Si  0  -0.0007  0.0002
Si  -0.0006  -0.0011  -0.0006
Si  -0.0001  -0.0002  -0.001
Si  -0.0015  -0.0002  -0.0003
O  -0.0014  -0.0002  0.0005
O  -0.0006  -0.001  0.0007
O  -0.0002  -0.0007  -0.0005
O  -0.0026  -0.0019  -0.0007
O  0.0003  -0.0008  -0.0012
O  -0.0001  -0.0001  0.0005
O  0.0007  -0.0013  0.0007
O  -0.0009  -0.0005  0.0004
O  -0.0017  0.0005  0.0019
O  -0.0006  -0.0001  0.0024
O  -0.0011  -0.0003  0.0002
O  -0.0011  -0.0003  0
O  -0.0012  -0.0002  0.0009
O  -0.001  -0.0005  0.0014
O  -0.0017  -0.0001  0.001
O  0.0015  -0.0016  0.001
O  -0.0039  0.0009  -0.002
O  -0.0007  -0.0006  0.0004
O  -0.0007  0.0012  0.0008
O  -0.0008  -0.0011  0.0011
O  -0.0013  -0.0007  0.0006
O  -0.0008  -0.0006  0.0002
O  -0.0005  -0.0007  0.0005
O  0.0038  0.0026  0.0007
O  -0.0006  -0.0003  0.0009
O  -0.0005  -0.0005  0.0007
O  -0.0009  -0.0004  0.0006
O  0  0.0032  0
O  -0.0012  -0.0003  0.0005
O  -0.0007  -0.0017  0.0019
O  -0.002  -0.0006  0.0014
O  -0.0006  -0.0011  0.0009
O  -0.0019  0.0004  0.0004
O  -0.0006  -0.0004  0.001
O  0.0083  0.0013  -0.0097
O  -0.0009  -0.001  0.0004
O  -0.0171  -0.0176  0.0005
O  0.0003  -0.0012  0.0012
O  -0.0006  -0.0003  0.0006
O  -0.0004  -0.0008  0.0008
O  0.0142  0.0093  0.0049
O  0.0013  0.0008  -0.0128
O  -0.0009  -0.0006  0.0011
O  -0.0011  -0.0009  -0.0001
O  0.0005  -0.0006  0.0008
O  0.0001  0.0003  0.0005
O  0.0015  0.0015  0.009
O  0.0016  0.0004  -0.004
O  -0.0013  -0.0019  0.0007
O  0.0003  -0.001  0.0006
O  -0.0006  -0.0004  0.0003
O  -0.001  -0.001  -0.0003
O  -0.001  -0.0009  0
O  -0.1427  -0.0972  0.0032
O  -0.0013  -0.0005  0.0001
O  -0.0008  0  0
O  0.0005  -0.0012  0.0038
O  -0.0022  0  0.0009
O  0.0013  -0.0077  -0.002
O  -0.0012  -0.0003  0.0009
O  -0.0007  0.0001  0.001
O  -0.0005  -0.0005  0.001
O  -0.0007  -0.0005  0.0008
O  0.0003  -0.0014  0.0009
O  -0.0012  -0.0015  0.0007
O  0.0007  0.005  -0.0016

The program warned: the cutoff lies below the one the program advises for these potential files; the exchange-correlation potential is rough where the density is thin.
